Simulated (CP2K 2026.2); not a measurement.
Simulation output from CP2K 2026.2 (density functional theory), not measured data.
Periodic cell of 504 atoms, Si360O144, from a study of silicon, its oxide and their interface. The atomic structure is a simulated model.
Doubt: the forces sum to 1.03 eV/angstrom along one axis rather than to zero, so they err by at least 0.0020 eV/angstrom per atom on average; the grid cutoff is modest.

Settings
functional: PBE
method: Gaussian and plane waves
basis set: DZVP-MOLOPT-SR-GTH
pseudopotentials: GTH-PBE
grid cutoff: 300 Ry, relative cutoff 40 Ry
k points: Gamma only
occupations: fixed
spin: none
net charge: 0

Cell vectors (angstrom)
a	16.32	0	0
b	0	16.32	0
c	-0.2073	3.258	33.9274

Atoms and the computed forces on them: element, x, y, z (angstrom), force x, y, z (eV/angstrom)
Si	1.353	-1.582	0.222	-0.166	0.426	0.644
Si	4.308	1.062	-0.111	-0.137	0.282	0.74
Si	1.09	4.543	-0.035	0.113	-0.342	0.741
Si	3.825	7.086	-0.042	0.14	-0.121	0.692
Si	1.593	-7.013	-0.014	-0.134	0.186	0.757
Si	3.749	-3.739	0.094	0.374	-0.358	0.64
Si	6.614	-1.089	0.069	0.083	-0.193	0.799
Si	9.437	1.546	0.184	0.112	-0.18	0.723
Si	7.26	3.793	0.178	-0.25	-0.003	0.748
Si	9.254	6.932	-0.028	0.266	-0.069	0.706
Si	7.087	9.229	-0.002	-0.162	0.093	0.705
Si	-6.708	-4.386	0.062	-0.011	0.231	0.739
Si	-3.875	-1.752	0.081	-0.008	0.211	0.711
Si	-1.585	1.639	0.13	0.087	-0.14	0.705
Si	-3.843	3.775	0.246	-0.014	0.167	0.714
Si	-1.151	6.711	0.141	-0.209	0.048	0.732
Si	-4.398	-6.477	0.023	0.107	-0.195	0.789
Si	-1.523	-3.801	0.016	0.055	-0.226	0.72
Si	2.673	0.06	1.282	0.008	-0.017	-0.058
Si	5.454	2.689	1.228	0.007	-0.026	-0.078
Si	2.716	5.526	1.329	-0.002	-0.005	-0.086
Si	5.444	8.154	1.291	0.019	-0.015	-0.046
Si	2.731	-5.457	1.332	0.006	0.006	-0.036
Si	5.45	-2.697	1.327	0.01	0.024	-0.051
Si	8.177	0.008	1.415	-0.005	0.006	-0.043
Si	-5.386	2.668	1.574	0.002	0.011	-0.043
Si	8.251	5.427	1.48	-0.001	0.015	-0.039
Si	-5.486	8.153	1.273	0.006	0.006	-0.051
Si	8.151	-5.554	1.422	0.005	0.004	-0.063
Si	-5.474	-2.835	1.386	-0.007	-0.004	-0.044
Si	-2.753	-0.039	1.323	0.007	-0.017	-0.042
Si	0.028	2.848	1.31	0.009	0.025	-0.058
Si	-2.71	5.472	1.392	0.01	0.031	-0.041
Si	0.066	8.211	1.414	0.027	0	-0.052
Si	-2.731	-5.401	1.29	-0.024	0.012	-0.045
Si	-0.118	-2.735	1.552	-0.029	-0.025	-0.053
Si	1.366	1.445	2.656	-0.029	-0.033	0.004
Si	4.09	4.074	2.603	0.018	0.007	-0.005
Si	1.398	6.84	2.777	-0.011	-0.021	0.029
Si	4.129	9.538	2.691	-0.01	0.008	0.019
Si	1.332	-4.143	2.742	0.031	0.018	0.006
Si	4.045	-1.331	2.682	0.006	0.025	0.018
Si	6.781	1.383	2.725	-0.008	0.004	0.033
Si	9.605	4.111	2.849	-0.007	-0.019	0.028
Si	6.765	6.772	2.709	-0.002	0.004	0.02
Si	9.522	-6.879	2.768	0.026	0.004	0.032
Si	6.786	-4.1	2.679	0.004	0.017	0.006
Si	-6.791	-1.401	2.716	0.01	0.011	0.005
Si	-4.054	1.249	2.818	0.027	-0.004	0.035
Si	-1.33	4.128	2.757	0.004	0.002	0.027
Si	-4.107	6.834	2.682	-0.011	0.001	0.006
Si	-1.377	-6.762	2.678	-0.012	0.007	0.012
Si	-4.079	-4.123	2.764	0.004	-0.016	0.034
Si	-1.424	-1.301	2.808	-0.015	0.011	0.029
Si	0.019	0.062	4.061	0.006	0.004	-0.018
Si	2.741	2.752	4.033	0.006	0.017	-0.001
Si	0.024	5.47	4.119	0.003	0	-0.015
Si	2.767	8.197	4.09	0.009	-0.002	0.007
Si	-0.028	-5.459	4.104	0.003	-0.001	-0.002
Si	2.706	-2.724	4.045	0.01	0.008	-0.001
Si	5.423	0.003	4.067	-0.001	-0.003	-0.015
Si	8.154	2.735	4.098	-0.02	0.001	-0.01
Si	5.416	5.409	4.047	-0.014	0.009	0.009
Si	8.132	-8.205	4.1	0.001	-0.005	-0.018
Si	5.446	-5.426	4.077	-0.001	-0.02	0.01
Si	8.15	-2.748	4.057	0.013	-0.023	-0.001
Si	-5.458	-0.064	4.135	0.003	-0.002	0.013
Si	-2.682	2.705	4.091	-0.009	0.012	-0.034
Si	-5.383	5.49	4.147	-0.001	0.009	0.011
Si	-2.725	8.178	4.041	-0.001	-0.005	0
Si	-5.436	-5.491	4.109	0.014	-0.017	-0.008
Si	-2.761	-2.714	4.128	-0.021	0.005	-0.021
Si	1.354	-1.385	16.316	-0.004	0.017	-0.029
Si	4.09	1.343	16.303	-0.008	-0.001	0.007
Si	1.415	4.109	16.304	0.003	0.011	0.006
Si	4.034	6.822	16.405	-0.013	-0.01	-0.006
Si	1.41	-6.781	16.457	0.018	-0.021	0.008
Si	4.087	-4.086	16.425	-0.02	0.012	0
Si	6.781	-1.406	16.355	-0.017	-0.005	0.011
Si	-6.844	1.333	16.218	-0.005	-0.004	0
Si	6.729	4.077	16.25	0.001	-0.017	-0.01
Si	-6.817	6.878	16.238	0.03	-0.015	-0.01
Si	6.775	-6.776	16.384	0.008	-0.003	0.012
Si	-6.793	-4.075	16.37	0.012	-0.007	-0.003
Si	-4.086	-1.409	16.267	-0.029	-0.006	-0.013
Si	-1.304	1.319	16.27	-0.003	0.004	-0.021
Si	-4.025	4.103	16.172	0.008	-0.011	-0.037
Si	-1.323	6.851	16.294	-0.01	0.015	0.004
Si	-4.082	9.547	16.311	0.014	0.021	-0.009
Si	-1.352	-4.143	16.381	-0.019	0.011	0.007
Si	2.703	-0.002	17.643	0.005	-0.001	0.005
Si	5.405	2.728	17.674	-0.004	0.026	0.011
Si	2.695	5.438	17.8	-0.028	-0.003	-0.003
Si	5.379	8.212	17.764	-0.02	0.008	0.038
Si	2.792	-5.428	17.886	-0.005	0.011	0.002
Si	5.432	-2.727	17.806	0.001	0.018	-0.004
Si	8.141	-0.002	17.643	0.016	0.008	-0.01
Si	-5.379	2.687	17.418	0.003	0.013	0.011
Si	8.1	5.499	17.485	0.01	0.002	-0.011
Si	-5.491	8.234	17.644	-0.035	-0.009	-0.01
Si	8.157	-5.424	17.745	0.024	-0.005	0.013
Si	-5.438	-2.681	17.719	0.018	0.004	0.022
Si	-2.656	-0.108	17.569	0.007	-0.002	-0.001
Si	0.077	2.7	17.588	0.014	-0.023	0.005
Si	-2.745	5.503	17.559	-0.011	-0.02	0.008
Si	0.023	-8.175	17.759	-0.008	-0.009	-0.002
Si	-2.741	-5.492	17.759	0.005	-0.019	0.019
Si	0.061	-2.79	17.698	0.018	-0.009	-0.014
Si	1.413	1.375	19.031	0.015	0.019	-0.028
Si	4.032	4	19.13	0.002	-0.044	-0.026
Si	1.351	6.818	19.209	-0.012	0.002	-0.004
Si	4.211	-6.715	19.336	0.08	-0.007	0.021
Si	1.381	-4.057	19.212	0.038	-0.017	0.005
Si	3.976	-1.339	19.081	-0.023	-0.005	-0.009
Si	6.796	1.373	18.987	0.006	-0.029	-0.004
Si	-6.727	4.146	18.608	0.048	0.021	-0.065
Si	6.718	6.713	18.952	-0.016	-0.019	-0.038
Si	-6.858	9.494	19.122	-0.012	0.016	-0.005
Si	6.893	-4.028	19.171	-0.031	0.023	-0.002
Si	9.545	-1.239	19.065	0.002	0.017	-0.02
Si	-4.048	1.3	18.765	0.002	-0.001	-0.04
Si	-1.32	4.123	18.778	0.022	0.028	-0.045
Si	-4.126	6.861	18.928	-0.019	0.013	-0.017
Si	-1.381	-6.893	19.142	-0.033	0.004	-0.042
Si	-4.12	-4.092	19.08	0.011	0.011	-0.027
Si	-1.342	-1.478	18.997	-0.059	0.028	0.003
Si	-0.018	-0.036	20.238	0.024	-0.017	0.048
Si	2.684	2.686	20.596	-0.011	-0.001	0.073
Si	-0.149	5.353	20.378	-0.002	0.04	0.047
Si	2.767	8.196	20.616	0.004	-0.003	0.036
Si	-0.043	-5.461	20.483	-0.02	-0.022	0.041
Si	2.707	-2.665	20.641	0.011	-0.001	0.004
Si	5.292	0.13	20.354	-0.036	0.039	0.001
Si	8.431	2.752	19.963	-0.004	-0.04	0.021
Si	5.52	5.285	20.392	-0.029	-0.039	0.039
Si	8.06	7.972	20.344	0.046	0.042	0.024
Si	5.777	-5.368	20.774	0.008	-0.089	0.017
Si	8.152	-2.499	20.488	-0.033	0.024	0.05
Si	-5.278	0.099	20.331	-0.004	-0.025	0.053
Si	-2.706	2.722	19.96	-0.01	0.005	0.042
Si	-5.534	5.438	20.111	-0.018	0.006	0.055
Si	-2.823	-8.273	20.472	0.04	0.018	0.03
Si	-5.594	-5.336	20.479	-0.009	0.036	0.022
Si	-2.627	-2.829	20.444	-0.013	-0.03	0.053
Si	1.385	-1.005	21.836	-0.043	-0.337	-0.626
Si	3.804	1.065	21.984	0.179	0.424	-0.684
Si	0.865	3.698	21.708	0.328	0.27	-0.724
Si	4.114	6.586	21.731	0.141	0.269	-0.688
Si	1.217	-6.799	21.902	0.253	-0.103	-0.674
Si	4.555	-3.614	21.88	-0.062	-0.155	-0.76
Si	6.55	-1.221	21.694	0.191	0.027	-0.671
Si	-6.271	1.887	21.453	0.051	-0.12	-0.681
Si	7.218	3.99	21.441	-0.151	0.028	-0.496
Si	-7.136	6.329	21.575	0.095	0.099	-0.713
Si	7.366	-6.933	22.08	-0.33	0.168	-0.765
Si	9.711	-3.579	21.851	-0.283	-0.511	-0.69
Si	-4.163	-1.547	21.595	0.258	0.307	-0.708
Si	-1.316	1.527	21.342	-0.058	-0.113	-0.805
Si	-4.121	4.02	21.219	0.023	-0.025	-0.487
Si	-1.952	6.168	21.695	0.11	0.234	-0.8
Si	-4.012	-6.599	21.63	-0.153	-0.116	-0.734
Si	-1.67	-4.486	21.907	0.209	0.294	-0.704
Si	7.577	1.428	23.086	0.005	-0.025	-0.313
Si	-3.057	7.936	-1.928	0.012	0.003	0.082
Si	6.419	-6.75	-2.939	0.04	0.023	0.186
Si	5.255	4.716	-6.751	-0.028	-0.116	-0.111
Si	3.991	2.33	-2.91	-0.033	-0.095	0.095
Si	1.39	3.828	-2.991	0.009	0.113	0.123
Si	-4.831	1.336	25.742	0.018	-0.002	-0.047
Si	6.681	-3.45	-7.032	-0.087	0.065	0.024
Si	3.127	3.918	25.938	0.011	-0.119	-0.078
Si	-7.9	1.884	25.929	0.092	-0.17	0.006
Si	4.981	6.732	-2.923	-0.029	0.028	0.18
Si	-0.613	-5.285	-5.1	0.077	0.011	0.06
Si	-8.065	-7.527	-5.01	0.026	0.094	-0.084
Si	-5.184	0.004	-2.02	-0.042	-0.011	0.067
Si	0.461	6.078	-5.082	-0.05	-0.092	0.007
Si	-0.162	7.454	23.721	-0.003	0.003	-0.127
Si	3.806	-7.425	-7.438	-0.006	-0.046	-0.04
Si	1.421	1.543	26.003	0.012	-0.053	-0.01
Si	7.838	-2.904	-2.14	-0.063	-0.007	0.105
Si	-1.143	-4.406	25.013	-0.061	-0.068	-0.092
Si	-5.135	5.538	-1.918	-0.114	-0.009	0.034
Si	-6.285	-7.685	23.334	-0.161	0.08	-0.19
Si	7.996	5.972	-5.858	0.003	-0.079	-0.073
Si	-5.065	-3.213	-5.782	0.089	-0.078	0.155
Si	-3.792	5.443	-6.314	0.07	0.025	0.009
Si	-6.366	-6.51	26.032	0.048	-0.089	0.059
Si	-7.191	-3.774	25.003	0.075	0.154	-0.039
Si	1.172	-1.146	-2.741	0.085	-0.042	0.038
Si	6.437	4.235	-2.649	0.137	-0.064	-0.076
Si	-4.853	3.639	-4.321	0.037	-0.063	0.097
Si	-0.288	1.355	-2.665	0.057	-0.07	0.085
Si	5.234	-7.995	24.011	0.103	0.021	0.089
Si	-0.062	-0.52	24.598	0.057	-0.008	-0.164
Si	-2.146	7.303	-4.678	-0.042	-0.058	0.067
Si	-1.364	-7.384	26.145	-0.021	0.199	0.039
Si	3.352	6.741	-5.481	0.088	-0.061	-0.011
Si	0.393	-5.108	-2.218	0.08	0.088	0.119
Si	7.718	0.618	-5.961	0.056	-0.025	0.084
Si	-6.923	-1.298	-4.239	0.016	0.068	0.035
Si	-0.173	-2.169	-5.393	0.023	0.158	-0.034
Si	-2.864	0.104	23.731	0.092	0.012	0.04
Si	6.561	-3.246	26.384	0.008	0.009	0.048
Si	5.607	-4.079	-4.064	0.123	0.094	0.006
Si	-5.717	-6.051	-6.413	-0.09	0.178	-0.047
Si	1.13	-6.053	-7.435	-0.063	0	-0.07
Si	-3.097	1.17	-3.755	-0.002	0.004	-0.022
Si	2.116	5.403	23.611	-0.106	-0.171	-0.005
Si	-7.696	3.226	-4.631	-0.045	-0.011	0.103
Si	4.255	1.329	25.142	-0.116	-0.033	-0.142
Si	4.919	1.696	-5.697	0.008	0.142	-0.032
Si	-3.086	-1.176	-5.759	0.018	-0.142	0.083
Si	-2.668	-6.799	-6.659	0.048	0.022	-0.055
Si	3.248	-5.538	23.865	-0.012	0.052	-0.068
Si	3.071	-3.397	-2.743	-0.077	-0.035	0.188
Si	1.36	-1.345	5.405	-0.007	0.001	0.009
Si	4.074	1.375	5.418	0.001	0.001	0.013
Si	1.388	4.09	5.438	0.001	-0.009	0.009
Si	4.093	6.794	5.429	0.003	-0.001	0.016
Si	1.361	9.518	5.444	0.003	-0.006	0.008
Si	4.072	-4.068	5.42	-0.009	0.013	0.012
Si	6.793	-1.37	5.415	-0.006	0.01	-0.003
Si	9.507	1.35	5.444	0.009	0.006	0.007
Si	6.787	4.085	5.443	0.01	-0.006	0.007
Si	9.514	6.798	5.477	-0.001	-0.005	0.009
Si	6.8	-6.8	5.437	0	0.001	0.011
Si	9.513	-4.1	5.433	0.002	0.008	0.006
Si	-4.104	-1.387	5.508	-0.001	-0.006	0.023
Si	-1.329	1.377	5.467	-0.002	-0.003	0.005
Si	-4.042	4.077	5.454	0.02	0.002	0.005
Si	-1.367	6.824	5.434	-0.003	0.002	0.007
Si	-4.066	-6.82	5.461	-0.01	-0.005	0.005
Si	-1.365	-4.072	5.452	-0.017	0.008	0.01
Si	2.72	0.005	6.78	-0.004	0.001	-0.003
Si	5.434	2.719	6.797	0.003	0.01	0
Si	2.733	5.449	6.803	-0.002	-0.001	0.003
Si	5.445	-8.164	6.796	0.001	-0.005	0.002
Si	2.717	-5.427	6.79	0.003	0.01	0.005
Si	5.437	-2.72	6.788	0.001	-0.012	0.003
Si	8.147	-0.012	6.795	0.006	0.005	-0.006
Si	10.884	2.719	6.793	-0.002	0.001	-0.004
Si	8.153	5.431	6.817	-0.01	0.01	0.001
Si	10.88	-8.161	6.824	0.002	-0.01	-0.002
Si	8.157	-5.447	6.804	0.005	-0.006	-0.002
Si	10.855	-2.75	6.833	0.007	0.005	0
Si	-2.709	0.003	6.808	-0.002	0.001	-0.004
Si	0.029	2.734	6.816	0.001	-0.005	-0.006
Si	-2.701	5.446	6.813	0	-0.013	-0.003
Si	0.002	8.163	6.803	-0.007	-0.004	0.001
Si	-2.715	-5.442	6.812	-0.002	-0.007	0.003
Si	0.005	-2.703	6.788	0.004	0.009	0
Si	1.372	1.354	8.165	-0.005	0.009	-0.003
Si	4.087	4.084	8.162	-0.001	-0.004	-0.009
Si	1.362	6.802	8.158	-0.002	-0.01	0.001
Si	4.077	-6.797	8.146	-0.007	-0.011	-0.01
Si	1.364	-4.067	8.153	0.003	0.001	-0.002
Si	4.079	-1.358	8.147	-0.001	0.009	-0.005
Si	6.794	1.355	8.156	-0.001	-0.002	-0.006
Si	9.523	4.071	8.165	-0.007	-0.01	-0.002
Si	6.801	6.805	8.169	0.017	0	-0.002
Si	9.52	-6.796	8.173	0.013	-0.002	0
Si	6.791	-4.083	8.154	0.009	0.007	-0.007
Si	9.503	-1.364	8.166	-0.007	-0.011	-0.007
Si	-4.075	1.364	8.16	0.006	0.004	-0.008
Si	-1.341	4.088	8.17	0.008	0.014	0.003
Si	-4.078	6.792	8.173	-0.008	-0.003	-0.01
Si	-1.35	-6.797	8.168	0.005	0.005	-0.004
Si	-4.082	-4.095	8.176	-0.011	0.004	0.003
Si	-1.352	-1.359	8.164	-0.01	0.004	-0.001
Si	0.011	-0.006	9.526	0.001	-0.004	-0.005
Si	2.73	2.719	9.517	0.006	0.007	-0.003
Si	0.011	5.447	9.527	-0.001	-0.013	0.002
Si	2.72	-8.151	9.513	-0.007	0.001	-0.003
Si	0.012	-5.434	9.518	-0.008	0.003	0
Si	2.727	-2.719	9.52	-0.002	0	0
Si	5.436	-0.004	9.515	0.006	0.006	0.002
Si	8.16	2.712	9.52	0.01	0.002	-0.003
Si	5.439	5.446	9.525	-0.002	-0.003	-0.006
Si	8.157	-8.154	9.529	-0.005	-0.002	0
Si	5.432	-5.441	9.516	0.002	-0.001	-0.004
Si	8.147	-2.725	9.519	0.006	0.01	0
Si	-5.44	-0.003	9.512	0.001	0.003	-0.007
Si	-2.711	2.721	9.522	-0.009	0.002	-0.008
Si	-5.443	5.438	9.532	0.006	-0.003	-0.003
Si	-2.715	-8.16	9.522	-0.007	-0.011	-0.003
Si	-5.439	-5.446	9.536	-0.001	0.005	0.002
Si	-2.713	-2.725	9.519	0.003	0	-0.003
Si	1.369	-1.368	10.89	-0.005	0.005	0.008
Si	4.083	1.356	10.877	-0.005	0.006	0.001
Si	1.375	4.085	10.872	-0.01	-0.005	-0.004
Si	4.077	-9.506	10.878	0	-0.003	0
Si	1.37	-6.791	10.884	-0.001	0.001	0.001
Si	4.077	-4.087	10.889	0.002	0.004	0.004
Si	6.787	-1.372	10.878	0.006	-0.007	0
Si	9.521	1.351	10.879	-0.001	-0.001	-0.004
Si	6.8	4.082	10.876	0.006	-0.005	-0.003
Si	9.516	-9.511	10.889	-0.003	0.001	0.001
Si	6.789	-6.794	10.885	0.011	-0.005	0.001
Si	9.513	-4.079	10.876	0	0.004	0.002
Si	-4.082	-1.367	10.87	-0.008	0.012	-0.003
Si	-1.351	1.353	10.88	0	0.005	0.003
Si	-4.073	4.08	10.884	-0.002	-0.001	-0.003
Si	-1.35	6.808	10.882	0.009	-0.005	-0.003
Si	-4.07	-6.802	10.886	0.005	-0.007	0.003
Si	-1.347	-4.082	10.879	-0.01	0.002	-0.001
Si	2.738	-0.012	12.245	0.006	0.014	0.008
Si	5.437	2.723	12.231	0.011	-0.001	-0.004
Si	2.716	5.458	12.235	-0.007	-0.009	0
Si	5.421	-8.142	12.25	-0.001	0	0.002
Si	2.723	-5.444	12.265	-0.01	-0.01	0.004
Si	5.439	-2.732	12.252	-0.004	0.013	0.003
Si	8.157	-0.02	12.227	-0.002	0.001	0.002
Si	10.879	2.719	12.237	0.008	-0.005	-0.003
Si	8.138	5.458	12.242	0.007	-0.01	-0.001
Si	10.877	-8.142	12.244	0.009	-0.004	0.009
Si	8.146	-5.425	12.238	0.009	0.003	-0.004
Si	10.882	-2.731	12.231	-0.001	0	0
Si	-2.714	-0.02	12.23	-0.01	-0.011	0.006
Si	0.029	2.713	12.222	0.005	0.022	-0.002
Si	-2.705	5.444	12.237	-0.01	-0.002	0
Si	0.008	8.171	12.242	-0.01	-0.012	0.003
Si	-2.699	-5.445	12.24	0.002	0.018	-0.002
Si	0.018	-2.742	12.252	-0.009	-0.004	0.003
Si	1.385	1.357	13.592	-0.014	-0.004	-0.002
Si	4.077	4.099	13.579	-0.003	0.003	0.001
Si	1.369	6.824	13.61	-0.008	0.006	0.002
Si	4.072	-6.798	13.647	0.002	0.001	0.003
Si	1.37	-4.096	13.642	0	0.01	0.012
Si	4.082	-1.382	13.618	0.003	-0.01	0.006
Si	6.782	1.334	13.573	0.009	0.008	-0.003
Si	9.502	4.09	13.577	-0.006	0.005	-0.004
Si	6.773	-9.496	13.609	-0.005	0.004	-0.001
Si	9.514	-6.763	13.596	-0.01	0.008	0.001
Si	6.786	-4.092	13.625	0.015	-0.004	0
Si	9.503	-1.395	13.588	0.006	0.01	0.001
Si	-4.073	1.345	13.58	-0.009	0.015	0.006
Si	-1.315	4.084	13.573	0.007	-0.026	-0.008
Si	-4.064	6.822	13.582	0.006	-0.009	0.004
Si	-1.33	9.535	13.614	-0.004	-0.008	-0.001
Si	-4.07	-4.091	13.585	0.003	-0.008	0.003
Si	-1.361	-1.395	13.593	0.001	0.016	0.005
Si	0.026	-0.038	14.915	-0.002	-0.001	0.004
Si	2.75	2.729	14.945	0.009	0.007	-0.002
Si	0.023	5.452	14.955	-0.009	-0.009	-0.003
Si	2.7	8.174	15.021	0.002	-0.002	0.007
Si	0.035	-5.468	15.027	0.006	0.011	0.015
Si	2.743	-2.746	15.004	0.001	0.005	-0.001
Si	5.452	-0.028	14.967	-0.001	-0.004	-0.006
Si	8.117	2.721	14.905	-0.001	0.006	-0.003
Si	5.379	5.484	14.965	0.009	0.003	0.013
Si	8.12	-8.092	14.939	0.012	-0.001	0.001
Si	5.422	-5.43	15.014	-0.012	-0.015	0.008
Si	8.152	-2.745	14.986	-0.002	-0.007	0.015
Si	-5.445	-0.034	14.913	0.007	0.007	0.003
Si	-2.659	2.697	14.898	0.006	0.012	-0.004
Si	-5.451	5.472	14.906	-0.005	0.008	0.003
Si	-2.71	8.19	14.951	0.002	-0.012	0.005
Si	-5.441	-5.41	14.966	0.007	0.006	-0.001
Si	-2.697	-2.779	14.967	0.003	-0.001	-0.003
O	4.053	-3.607	-4.011	-0.216	0.1	-0.564
O	6.534	-3.5	-2.866	-0.182	-0.081	0.326
O	-5.148	2.976	22.009	0.05	-0.046	0.493
O	-1.36	-5.966	25.365	0.08	-0.168	-0.326
O	4.869	7.056	23.097	-0.003	-0.478	0.177
O	1.889	-5.849	23.057	-0.354	0.314	0.35
O	0.933	-6.37	-1.359	-0.2	-0.289	-0.171
O	-0.836	1.041	-1.181	0.264	-0.268	-0.041
O	6.113	0.674	-6.067	-0.175	-0.3	0.087
O	2.583	0.016	22.253	-0.013	0.147	0.108
O	-1.704	7.564	-1.135	0.172	0.512	-0.199
O	5.029	-3.594	26.037	-0.131	0.279	-0.611
O	4.402	1.253	23.511	0.177	0.114	0.055
O	-1.684	-0.492	24.664	-0.2	-0.38	0.672
O	3.733	6.568	-3.925	-0.331	0.036	0.098
O	3.61	1.263	-6.528	-0.521	0.172	0.395
O	3.997	-3.952	-1.511	0.472	-0.292	-0.227
O	3.027	-5.252	25.427	-0.485	-0.479	0.491
O	-4.04	6.689	-1.728	0.008	-0.044	0.301
O	-6.306	-7.686	24.935	-0.089	-0.421	0.402
O	-3.509	0.141	-4.926	-0.309	0.294	0.009
O	-7.557	4.675	-5.306	0.19	0.093	0.183
O	3.671	1.484	-1.562	-0.612	-0.136	-0.243
O	8.135	8.047	-0.481	0.163	-0.224	-0.253
O	5.47	-0.041	-0.452	-0.224	-0.1	-0.609
O	6.951	4.618	-1.181	0.156	0.469	-0.043
O	-3.591	2.697	-3.959	0.062	0.341	0.075
O	-6.138	0.952	-1.134	-0.253	0.379	-0.261
O	5.064	3.432	-2.461	-0.012	0.082	0.358
O	3.955	-4.222	23.265	-0.239	0.461	0.563
O	5.618	-8.132	-3.057	-0.029	0.06	-0.056
O	-5.538	-5.406	-0.481	0.234	0.237	-0.258
O	-7.985	2.649	-0.306	0.001	0.008	-0.173
O	6.661	-7.459	23.462	0.115	0.246	0.515
O	7.129	-7.054	-6.071	-0.374	0.075	0.163
O	-8.13	5.135	22.146	0.248	-0.245	0.46
O	-4.567	4.103	-5.848	-0.362	-0.422	-0.394
O	3.039	5.142	24.894	0.206	0.258	0.069
O	-4.739	4.275	-1.008	-0.068	-0.364	-0.264
O	-7.105	-3.576	23.405	-0.423	0.206	0.039
O	-8.127	-0.368	-4.77	-0.329	-0.06	0.077
O	1.794	4.291	-1.489	0.788	0.171	-0.187
O	-2.776	-8.141	-3.49	-0.396	0.65	-0.147
O	3.994	8.113	-6.039	0.625	0.345	0.419
O	-3.778	0.713	-2.362	0.131	-0.186	0.438
O	-0.318	5.582	-6.404	-0.019	-0.566	-0.031
O	-5.323	-2.613	21.929	0.221	0.032	0.449
O	-0.651	-4.288	-1.279	0.175	0.006	-0.368
O	0.509	-6.094	-5.942	-0.051	-0.492	0.322
O	-6.627	-2.626	26.038	0.062	0.508	-0.128
O	-6.534	6.177	-1.392	-0.172	0.109	-0.569
O	0.628	-1.398	-1.233	-0.267	0.216	0.043
O	-0.406	-5.613	-3.53	-0.426	-0.314	0.02
O	2.535	-2.668	-0.007	0.02	0.103	0.06
O	4.468	6.47	-1.409	-0.202	-0.159	-0.144
O	0.484	-1.172	23.206	-0.153	-0.313	-0.004
O	-3.032	5.984	-4.975	-0.205	-0.521	0.229
O	-2.199	0.963	22.561	-0.328	0.257	-0.074
O	-6.603	-7.091	-5.538	0.359	-0.089	0.019
O	1.664	-4.218	-2.717	-0.144	-0.188	-0.425
O	-1.493	1.066	-3.687	0.005	0.08	-0.391
O	-3.644	-1.134	23.076	-0.288	-0.367	0.544
O	-0.228	2.535	21.989	0.023	0.116	0.131
O	4.635	1.485	-4.121	0.338	-0.258	-0.063
O	5.603	-5.674	-3.817	-0.369	-0.268	-0.294
O	1.035	0.459	-2.964	0.329	0.241	-0.068
O	-6.531	7.105	22.874	0.259	-0.301	0.617
O	-2.078	-5.69	-5.648	-0.171	0.102	0.155
O	1.752	6.895	-5.589	-0.039	0.481	0.067
O	1.277	6.745	23.868	0.439	0.205	0.023
O	-3.696	-2.58	-5.137	0.341	-0.26	0.444
O	-4.802	-3.315	-7.38	0.059	-0.609	-0.192
O	-0.111	5.585	-0.42	0.074	-0.041	-0.28
O	-4.795	-1.326	-1.196	-0.271	-0.148	-0.489
O	-1.178	-4.096	23.419	0.347	0.301	0.165
O	7.05	-0.091	22.797	-0.296	0.094	0.495
O	-3.725	-7.045	-1.349	0.194	0.409	-0.268
O	-1.479	-1.322	-5.838	0.049	0.456	-0.241
O	3.876	5.464	-6.344	-0.508	-0.206	0.074
O	-0.64	7.899	25.169	0.283	-0.353	0.254
O	-3.753	-0.946	-7.224	0.014	0.418	-0.373
O	7.374	-1.638	-1.256	0.035	0.099	-0.067
O	7.48	1.769	24.635	-0.45	0.047	0.169
O	-8.134	2.135	-5.718	0.089	0.292	-0.535
O	0.406	1.015	24.856	-0.389	0.523	-0.084
O	2.671	3.016	-3.53	-0.064	-0.057	-0.389
O	-7.606	6.444	-7.212	-0.303	0.231	-0.373
O	4.168	-6.84	23.703	-0.121	-0.042	-0.228
O	-2.681	-2.74	-0.479	-0.123	-0.158	-0.356
O	-4.799	-7.217	22.916	0.412	-0.255	0.249
O	2.73	-6.226	-7.333	0.335	0.36	-0.074
O	0.998	4.941	-4.076	0.303	0.154	0.153
O	8.153	7.193	-4.818	0.179	-0.243	0.53
O	-2.856	-5.58	22.179	-0.039	-0.056	-0.018
O	8.053	-2.575	-7.05	0.082	-0.215	0.126
O	1.149	4.168	23.255	-0.369	-0.399	0.668
O	-4.257	-6.665	-6.671	-0.017	-0.154	-0.172
O	6.781	-1.655	26.305	0.413	0.102	-0.426
O	7.519	3.346	-3.455	-0.029	-0.252	0.111
O	-2.888	-7.845	26.459	-0.146	-0.378	-0.223
O	5.223	7.899	25.562	-0.139	-0.305	-0.108
O	6.537	-6.366	-1.365	-0.205	0.29	0.014
O	0.529	-1.383	25.822	0.248	0.132	0.25
O	1.717	3.13	25.904	-0.298	0.278	0.156
O	1.037	-1.949	-6.439	0.272	-0.236	0.391
O	-3.109	5.038	22.047	-0.263	-0.211	0.535
O	0.049	-7.658	22.665	-0.418	0.135	-0.164
O	-7.64	-3.907	-1.191	0.04	-0.257	-0.408
O	-6.303	-5.084	25.3	0.339	-0.017	-0.25
O	-2.716	2.736	-0.337	-0.011	0.099	-0.538
O	5.557	-2.378	22.341	0.311	-0.21	0.312
O	6.101	5.642	-3.353	0.288	0.221	-0.684
O	-3.957	1.06	24.43	-0.135	0.531	-0.552
O	2.828	0.782	25.704	0.048	-0.709	0.331
O	5.29	3.237	-6.084	0.225	0.01	0.011
O	6.465	5.614	-6.183	-0.105	0.294	-0.007
O	-6.157	-2.057	-5.443	0.066	0.077	-0.579
O	-6.219	2.781	-4.142	-0.166	-0.624	0.127
O	0.092	2.898	-2.827	-0.151	0.313	-0.057
O	7.545	-3.945	25.307	-0.295	-0.168	-0.38
O	-5.578	-4.713	-5.471	-0.363	0.13	0.542
O	-7.954	0.064	-7.32	0.271	0.39	-0.435
O	2.657	-1.809	-2.794	0.342	0.294	-0.425
O	-1.32	6.496	23.154	-0.183	-0.328	0.836
O	-5.115	4.972	-3.421	-0.226	0.298	-0.236
O	-2.193	8.094	-6.075	0.01	-0.231	-0.348
O	-7.405	-6.67	22.658	0.215	0.416	-0.088
O	0.313	-3.979	25.576	0.277	-0.337	-0.392
O	7.91	-6.871	-3.574	0.467	0.153	0.084
O	-0.616	6.976	-4.272	0.17	0.17	0.658
O	-5.923	-0.37	-3.39	0.013	0.255	-0.267
O	4.318	2.909	25.51	0.401	0.25	0.301
O	6.787	2.694	22.39	-0.621	-0.056	0.271
O	-7.471	-2.455	-3.29	0.092	-0.465	-0.188
O	-0.512	-3.723	-5.377	-0.149	0.153	-0.046
O	2.701	-8.122	-0.504	0.184	0.066	-0.112
O	-2.271	-3.497	25.764	-0.158	0.305	-0.39
O	3.006	5.513	22.268	0.029	-0.518	-0.44
O	5.369	0.499	25.942	0.06	-0.172	-0.493
O	-4.927	6.459	-6.859	-0.02	0.465	0.017
O	-6.339	1.856	25.491	-0.035	0.238	-0.3
O	-7.165	1.42	22.721	0.204	-0.157	0.397
O	0.246	-1.793	-3.883	-0.344	-0.292	0.11
O	6.183	-3.616	-5.499	0.202	0.218	0.207

Results
total energy: -101653.757 eV
total energy less fixed offsets of O -438.25, Si -107.07 eV per atom: -0.557 eV
